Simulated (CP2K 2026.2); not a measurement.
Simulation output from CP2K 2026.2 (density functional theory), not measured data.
Periodic cell of 513 atoms, Si360O153, from a study of silicon, its oxide and their interface. The atomic structure is a simulated model.
Doubt: the forces sum to 2.88 eV/angstrom along one axis rather than to zero, so they err by at least 0.0056 eV/angstrom per atom on average; the grid cutoff is modest.

Settings
functional: PBE
method: Gaussian and plane waves
basis set: DZVP-MOLOPT-SR-GTH
pseudopotentials: GTH-PBE
grid cutoff: 300 Ry, relative cutoff 40 Ry
k points: Gamma only
occupations: fixed
spin: none
net charge: 0

Cell vectors (angstrom)
a 16.32 0 0
b 0 16.32 0
c -0.8849 7.4129 34.2422

Atoms and the computed forces on them: element, x, y, z (angstrom), force x, y, z (eV/angstrom)
Si -1.573 -1.125 -0.083 0.205 -0.178 0.714
Si 1.118 1.758 0.045 0.014 -0.169 0.769
Si -1.082 3.991 -0.002 -0.184 0.056 0.733
Si 1.547 6.608 0.272 -0.133 0.277 0.732
Si -1.761 -6.354 0.201 -0.178 0.157 0.657
Si 1.95 -4.468 0.329 -0.06 -0.339 0.495
Si 4.489 -2.07 0.169 0.04 0.018 -0.036
Si 6.996 1.085 -0.047 -0.132 0.116 0.743
Si 3.858 4.433 0.034 0.248 -0.251 0.66
Si 7.291 6.418 0.156 -0.016 -0.001 -0.074
Si 3.597 10.089 0.388 -0.039 -0.026 0.008
Si -10.079 -3.759 0.298 -0.156 0.295 0.504
Si -7.06 -1.11 -0.081 0.126 -0.208 0.758
Si -3.829 1.13 -0.063 -0.119 0.142 0.726
Si -7.371 4.644 0.051 -0.197 0.06 0.603
Si -4.382 7.051 -0.112 0.176 -0.092 0.78
Si -6.619 -7.141 0.18 0.056 0.08 0.687
Si -3.496 -4.675 -0.002 0.091 -0.049 0.708
Si 0.011 0.036 1.256 0.004 0.017 -0.064
Si 2.743 2.803 1.348 0 0.01 -0.047
Si -0.007 5.426 1.504 0.005 -0.017 -0.06
Si 2.664 8.259 1.509 0.066 -0.046 -0.045
Si 0.033 -5.398 1.386 0.022 0.017 0
Si 2.864 -2.829 1.702 0.045 -0.017 0.054
Si 5.419 -0.125 1.238 -0.06 -0.028 -0.063
Si -8.227 2.758 1.254 0.028 -0.017 -0.018
Si 5.5 5.472 1.361 -0.03 0.029 -0.011
Si -8.096 8.037 1.556 0.021 0.046 -0.033
Si 5.334 10.936 1.68 0.037 0.011 -0.021
Si -8.217 -2.689 1.285 0.013 -0.009 -0.078
Si -5.452 0.006 1.24 0.009 0.008 -0.033
Si -2.699 2.755 1.228 0.018 -0.019 -0.058
Si -5.515 5.486 1.275 -0.025 0.001 -0.047
Si -2.791 8.168 1.31 -0.033 -0.006 -0.071
Si -5.366 -5.475 1.261 0.033 0.033 -0.065
Si -2.685 -2.774 1.208 -0.034 -0.033 -0.031
Si -1.364 1.377 2.654 0.014 0 0.027
Si 1.402 4.089 2.81 0.007 -0.016 0.039
Si -1.431 6.824 2.711 0.006 0.022 0.016
Si 1.257 9.524 2.855 0.022 0.037 -0.036
Si -1.309 -3.994 2.709 -0.026 -0.02 -0.039
Si 1.366 -1.319 2.686 -0.05 0.026 -0.011
Si 4.072 1.31 2.605 0.041 0.013 0.001
Si 6.749 4.019 2.729 -0.012 0.027 -0.022
Si 4.133 6.866 2.732 -0.011 -0.041 -0.001
Si 6.81 9.482 2.766 0.008 -0.015 0.042
Si 4.095 12.211 3.156 0.009 -0.02 -0.003
Si -9.518 -1.348 2.731 -0.051 -0.008 0.013
Si -6.786 1.42 2.608 -0.032 -0.027 -0.002
Si -4.107 4.09 2.584 0.009 0 -0.002
Si -6.742 6.723 2.877 0.016 0.024 0.007
Si -4.102 -6.813 2.749 0.009 -0.014 -0.001
Si -6.788 -4.083 2.575 -0.014 -0.025 0.015
Si -4.106 -1.419 2.581 0.032 0.037 0.006
Si -2.745 -0.021 3.973 -0.001 0.003 -0.016
Si -0.005 2.7 4.079 0.004 -0.026 -0.019
Si -2.774 5.428 4.026 -0.011 -0.009 0.012
Si -0.086 8.141 4.144 -0.038 0.003 -0.012
Si -2.696 -5.412 4.038 -0.02 -0.022 0.003
Si 0.012 -2.656 4.09 0.032 -0.001 0.037
Si 2.719 0.025 4.052 0.012 -0.025 0.005
Si 5.404 2.654 4.053 -0.03 -0.003 0.011
Si 2.765 5.485 4.1 -0.014 -0.005 -0.002
Si 5.46 8.158 4.154 -0.005 0.009 -0.002
Si 2.63 10.822 4.275 0.024 -0.012 0.026
Si 5.52 -2.656 4.238 0.016 0.003 -0.002
Si -8.141 0.05 4.021 0.036 0.022 -0.029
Si -5.431 2.736 4.004 -0.003 0 0.013
Si -8.178 5.355 4.115 0.019 0.003 -0.007
Si -5.416 8.157 4.16 0.001 0.013 0.013
Si -8.115 -5.43 4.028 -0.004 0.035 0.037
Si -5.458 -2.732 3.994 0.013 0.002 -0.006
Si -1.388 -1.324 5.414 -0.005 0.005 -0.007
Si 1.357 1.358 5.44 0.012 0.006 -0.001
Si -1.385 4.079 5.398 -0.008 0.014 -0.004
Si 1.347 6.798 5.453 0.044 0.004 0.005
Si -1.402 9.545 5.47 -0.018 0.019 0.01
Si 1.306 12.282 5.512 -0.006 -0.027 0.006
Si 4.073 -1.305 5.479 -0.016 0.01 0.001
Si 6.806 1.355 5.425 -0.012 -0.014 0.009
Si 4.083 4.06 5.43 0.004 0.009 0.008
Si -9.503 6.765 5.465 -0.018 0.011 0.016
Si 4.075 9.478 5.53 -0.011 0.011 0.019
Si -9.439 12.233 5.475 0.006 -0.011 -0.01
Si -6.791 -1.346 5.374 -0.008 -0.024 0.002
Si -4.083 1.351 5.36 0.018 -0.008 0.005
Si -6.785 4.034 5.444 -0.013 -0.006 0.015
Si -4.065 6.776 5.468 0.015 0.003 0.004
Si -6.799 -6.784 5.45 -0.022 0.018 -0.006
Si -4.09 -4.068 5.388 0.001 -0.014 -0.001
Si -0.012 0.005 6.794 0.014 -0.001 -0.002
Si 2.712 2.724 6.8 -0.002 -0.004 -0.006
Si -0.019 5.423 6.786 -0.006 0.012 -0.004
Si 2.7 8.128 6.855 0.008 0.006 0.011
Si -0.042 10.896 6.839 0.013 0.018 0.008
Si 2.717 -2.692 6.825 0.008 -0.007 0.003
Si 5.447 0.03 6.824 -0.008 -0.003 0.011
Si -8.155 2.697 6.804 0.016 0 0.012
Si -10.876 5.41 6.81 0.011 -0.014 -0.002
Si -8.158 8.16 6.804 -0.001 -0.014 0.003
Si -10.856 10.884 6.813 -0.006 0.011 -0.008
Si -8.108 -2.7 6.805 -0.009 -0.009 -0.007
Si -5.434 0.003 6.751 -0.007 0.017 -0.01
Si -2.735 2.708 6.756 -0.005 -0.014 -0.009
Si -5.445 5.422 6.803 -0.015 0.011 0.002
Si -2.729 8.157 6.823 -0.006 0.002 0.009
Si -5.429 -5.422 6.79 0.002 -0.018 0
Si -2.739 -2.708 6.769 0.02 0.003 -0.004
Si -1.363 1.366 13.595 0.001 -0.006 -0.005
Si 1.369 4.09 13.58 0 0.01 -0.005
Si -1.38 6.813 13.604 0.021 -0.002 0
Si 1.336 9.507 13.587 0.013 0 -0.008
Si -1.376 -4.1 13.583 0 0.021 -0.007
Si 1.355 -1.36 13.595 0.01 -0.001 -0.005
Si 4.083 1.366 13.586 0.001 -0.005 -0.009
Si -9.509 4.094 13.602 0.003 -0.024 -0.008
Si 4.097 6.804 13.598 -0.004 0.008 -0.004
Si -9.507 9.514 13.626 -0.002 -0.012 0.004
Si 4.08 -4.086 13.596 -0.004 0.011 -0.004
Si 6.813 -1.372 13.594 -0.008 0.003 -0.011
Si -6.782 1.367 13.604 -0.02 0.001 -0.009
Si -4.08 4.091 13.608 0.001 -0.002 0
Si -6.798 6.801 13.613 0.001 -0.002 -0.002
Si -4.083 9.514 13.612 -0.016 0.014 -0.008
Si -6.805 -4.09 13.618 0.001 -0.016 0
Si -4.109 -1.373 13.6 0.008 0 -0.006
Si -2.75 0.003 14.929 0.01 -0.007 -0.014
Si 0.005 2.744 14.934 0.03 0.002 -0.009
Si -2.736 5.465 14.976 -0.002 -0.003 -0.011
Si -0.055 8.196 14.972 -0.025 0.012 0.01
Si -2.695 -5.478 14.974 0.021 -0.021 0.008
Si -0.029 -2.731 14.924 0.002 -0.015 -0.003
Si 2.728 0.007 14.943 -0.022 0.002 0.01
Si 5.424 2.749 14.941 -0.022 0.032 0.004
Si 2.751 5.426 14.943 0.021 -0.03 0.003
Si 5.457 8.142 14.981 -0.006 0.002 -0.005
Si 2.713 10.85 14.93 -0.015 -0.003 -0.004
Si 5.451 -2.727 14.954 0.001 -0.024 0.01
Si -8.114 -0.034 14.943 0.033 -0.009 0
Si -5.433 2.736 14.975 0.005 0.005 -0.004
Si -8.152 5.445 14.982 -0.013 0.008 0.001
Si -5.443 8.164 14.981 0.003 0.007 -0.005
Si -8.139 -5.458 14.998 0.005 0.034 -0.007
Si -5.467 -2.723 14.987 -0.036 0.029 0.001
Si -1.356 -1.319 16.261 0.006 -0.019 0.005
Si 1.43 1.447 16.286 0.008 0.009 -0.018
Si -1.411 4.041 16.29 0.007 0.017 0.013
Si 1.345 6.798 16.206 0.004 0.002 -0.013
Si -1.392 -6.808 16.458 -0.002 -0.013 -0.022
Si 1.262 -4.178 16.25 -0.023 -0.016 -0.018
Si 4.043 -1.403 16.293 0.008 -0.009 0.028
Si -9.489 1.369 16.193 0.01 0.016 -0.006
Si 4.102 4.102 16.379 0.005 0.002 -0.023
Si -9.558 6.738 16.372 0.001 -0.015 -0.039
Si 4.121 9.551 16.301 -0.017 0.01 0.023
Si -9.467 -4.043 16.331 0.007 0.007 -0.013
Si -6.804 -1.371 16.411 -0.004 0.001 -0.021
Si -4.134 1.302 16.32 -0.021 0.012 -0.025
Si -6.72 4.165 16.341 -0.001 -0.006 0.007
Si -4.024 6.893 16.361 0.035 -0.004 -0.017
Si -6.832 9.452 16.376 0.005 -0.009 0.03
Si -4.076 -4.112 16.267 -0.009 -0.002 -0.012
Si 0.029 0.104 17.549 -0.018 -0.026 0.01
Si 2.753 2.771 17.765 -0.001 -0.041 -0.013
Si -0.014 5.44 17.537 0.032 -0.016 0.016
Si 2.708 8.147 17.534 -0.007 -0.022 0.02
Si -0.02 -5.443 17.807 0.011 0.003 -0.009
Si 2.603 -2.842 17.549 0.016 0.022 0.01
Si 5.478 0.011 17.52 0 -0.011 0.071
Si -8.129 2.731 17.527 -0.01 0.017 0.047
Si 5.443 5.406 17.835 0.016 0.009 0.002
Si -8.236 8.073 17.749 0.042 0.048 0.04
Si 5.499 10.938 17.666 -0.022 -0.037 0.027
Si -8.159 -2.723 17.809 -0.035 -0.001 -0.021
Si -5.442 -0.021 17.795 0.01 0.032 -0.01
Si -2.785 2.65 17.646 0.043 0.01 0.038
Si -5.347 5.579 17.729 -0.044 -0.007 0.031
Si -2.742 -8.141 17.909 -0.011 -0.002 -0.021
Si -5.395 -5.495 17.638 0.006 0.015 0.012
Si -2.723 -2.713 17.567 0.007 -0.001 0.025
Si -1.351 1.347 19.001 0.007 -0.023 0
Si 1.281 4.164 19.003 0.026 0.01 0.003
Si -1.268 6.702 19.077 0.001 -0.004 0.089
Si 1.427 -6.893 19.023 -0.015 0.014 0.062
Si -1.426 -3.975 19.061 0.012 0.004 0.064
Si 1.301 -1.367 18.814 -0.013 -0.011 -0.022
Si 3.106 -0.432 19.961 0 -0.016 -0.003
Si -9.392 3.97 19.057 -0.025 0.011 0.033
Si 3.953 6.842 19.034 0.004 -0.02 0.025
Si -9.57 9.505 19.09 -0.01 0.019 -0.012
Si 4.009 -4.092 18.951 -0.025 -0.01 -0.017
Si 6.711 -1.29 19.05 0.002 -0.013 0.07
Si -6.872 1.424 19.01 0.007 -0.012 0.057
Si -4.025 4.109 19.025 0.054 0.013 0.031
Si -6.78 6.837 19.177 -0.031 0.038 0.02
Si -4.147 -6.71 19.276 0.004 0.004 0.092
Si -6.709 -4.166 19.025 -0.018 0.036 0.019
Si -4.018 -1.445 19.066 -0.029 0.008 0.054
Si -2.222 -0.464 20.254 0.256 -0.203 -0.577
Si -0.411 3.101 20.265 0.017 -0.03 0.08
Si -2.104 4.827 20.271 0.095 -0.138 -0.726
Si 0.488 7.69 20.33 0.223 -0.325 -0.63
Si -3.16 -4.836 20.436 -0.285 0.102 -0.667
Si -0.444 -2.153 20.201 -0.043 0.015 0.012
Si 4.224 1.352 18.977 0.008 0.052 0.051
Si 6.03 2.159 20.323 0.045 -0.032 -0.024
Si 2.194 5.907 20.337 -0.039 0.03 0.018
Si 4.871 8.617 20.288 -0.12 0.299 -0.538
Si 2.61 -4.96 22.325 0.167 -0.287 -0.733
Si 4.762 -2.154 20.095 -0.009 0.061 -0.007
Si -8.583 0.431 20.329 0.023 0.062 0.052
Si -5.864 3.219 20.187 -0.339 0.14 -0.586
Si -7.609 4.928 20.317 0.032 -0.043 -0.006
Si -6.04 -7.595 20.495 -0.117 0.168 -0.603
Si -7.751 -5.879 20.278 -0.006 -0.014 -0.004
Si -4.985 -3.196 20.349 0.011 -0.054 0.031
Si -3.038 0.616 23.182 0.026 0 -0.108
Si -0.761 -3.213 24.774 -0.085 0.04 -0.096
Si 2.284 -0.118 22.064 0.17 0.015 -0.597
Si -2.261 -5.498 23.475 -0.028 0.108 -0.241
Si -2.194 5.658 23.36 0.063 -0.114 -0.137
Si 0.596 -2.598 22.235 -0.271 0.111 -0.646
Si -0.622 -8.044 23.255 0.056 -0.011 -0.228
Si -10.712 3.22 22.356 0.075 -0.433 -0.612
Si -9.561 0.409 -5.333 -0.155 -0.067 0.007
Si -10.464 7.432 23.092 -0.011 -0.02 -0.093
Si 3.173 -5.912 20.256 0.042 -0.033 0.041
Si 5.115 -3.149 22.127 -0.117 0.323 -0.631
Si -7.652 -0.011 22.473 -0.283 0.111 -0.728
Si -6.285 4.552 24.805 0.021 0.009 -0.213
Si -8.361 5.231 22.52 0.163 -0.152 -0.647
Si -4.317 6.888 24.994 -0.098 0.011 0.013
Si -8.533 -4.681 22.123 0.244 -0.447 -0.606
Si -6.098 -2.688 22.372 0.333 -0.137 -0.57
Si -0.863 -6.001 -7.017 -0.026 0.022 -0.11
Si 5.216 -7.982 -5.72 0.031 -0.032 -0.082
Si -4.695 4.714 -6.641 0.06 0.02 -0.084
Si -0.015 2.757 -6.131 0.014 0.045 0.011
Si 2.896 4.616 22.189 -0.198 0.472 -0.546
Si -7.053 3.701 -2.987 -0.086 0.062 0.094
Si 2.024 -7.275 24.408 0.092 0.055 -0.102
Si -3.355 -0.077 -4.583 0.018 -0.065 0.023
Si -2.866 -6.505 -4.857 -0.035 0.069 -0.036
Si -4.067 -4.34 -3.187 0.02 -0.1 0.262
Si 3.019 -2.53 -1.621 0.352 0.101 0.526
Si -9.765 7.235 -1.923 0.187 -0.216 0.629
Si -2.609 -1.06 25.789 -0.016 0.021 0.059
Si -6.003 -3.8 -6.677 0.043 -0.064 -0.033
Si -8.379 -5.317 -1.638 -0.117 -0.009 0.086
Si 4.935 4.631 -2.884 -0.077 0.098 0.201
Si -6.108 -7.35 23.636 0 0 -0.175
Si -2.354 5.933 -2.243 -0.067 -0.042 0.217
Si -2.534 3.843 -4.528 -0.013 0.085 -0.025
Si 4.206 -0.895 -6.633 0.041 -0.058 -0.011
Si -1.511 0.4 -6.883 -0.014 -0.026 -0.048
Si -0.977 -7.524 -2.655 -0.064 -0.053 0.148
Si -0.868 -1.028 -3 0.046 -0.051 0.11
Si 3.416 6.406 24.426 0.024 0.034 0.039
Si 1.557 -4.562 -5.94 0.101 -0.026 0.055
Si 4.311 1.045 24.161 0.058 -0.054 -0.058
Si -7.55 4.98 -5.675 0.075 0.065 -0.018
Si 0.685 2.468 22.295 -0.515 0.207 -0.513
Si -8.671 7.405 -7.14 -0.003 -0.027 -0.006
Si -4.193 7.793 -6.59 0.028 0.073 -0.052
Si -5.63 2.116 23.084 -0.141 0.026 -0.093
Si -0.42 -2.202 -5.748 -0.002 -0.056 0.016
Si 4.105 -5.552 -7.436 0.054 -0.012 0.049
Si 3.077 6.261 -4.659 0.141 0.055 0.01
Si 3.699 -4.587 -3.709 -0.078 0.014 0.113
Si -4.422 2.079 -3.025 -0.034 0.021 0.157
Si -8.893 -6.727 24.441 0.03 -0.057 -0.142
Si -8.14 -2.321 -5.046 -0.091 -0.108 0.073
Si 1.607 7.652 -2.459 0.026 0.056 0.129
Si 2.552 1.19 -5.262 0.024 0.037 -0.118
Si 4.142 -7.027 -1.691 -0.026 0.399 0.633
Si 1.774 0.254 -2.532 -0.066 -0.027 0.04
Si -6.827 -6.856 -6.27 -0.017 -0.056 -0.005
Si -10.877 -3.595 -5.898 -0.016 0.106 -0.053
Si 1.989 4.961 -7.246 -0.011 -0.08 0.08
Si -6.736 -2.982 -2.445 0.045 0.076 0.042
Si -8.636 -7.228 -3.901 -0.03 -0.073 0.049
Si -1.433 2.9 24.383 0.105 -0.149 0.008
Si -9.977 -1.194 24.299 -0.069 0.06 -0.106
Si -9.154 2.854 -7.036 -0.078 -0.014 -0.121
Si -3.301 -2.878 -5.515 -0.009 -0.015 -0.003
Si 4.035 2.804 -7.257 -0.007 0.016 0.035
Si -9.655 2.112 -2.909 -0.043 0.039 0.19
Si -5.045 -4.629 24.468 -0.097 0.096 -0.124
Si -1.372 1.371 8.144 0.014 0.006 0.004
Si 1.345 4.074 8.156 0.014 -0.013 0.006
Si -1.356 6.797 8.161 0.011 0.021 -0.004
Si 1.345 9.53 8.176 0.013 0.011 -0.001
Si -1.399 -4.06 8.172 -0.006 -0.029 0.004
Si 1.343 -1.346 8.172 -0.006 -0.005 -0.005
Si 4.08 1.381 8.174 0.012 0.019 -0.007
Si -9.506 4.068 8.167 -0.007 0.018 0
Si 4.08 6.767 8.181 -0.031 -0.026 0.002
Si -9.516 9.512 8.173 0 0 -0.004
Si 4.091 -4.069 8.16 -0.001 0.004 0.009
Si -9.51 -1.361 8.155 -0.001 -0.012 -0.001
Si -6.791 1.338 8.149 -0.015 -0.023 -0.003
Si -4.081 4.06 8.148 0.003 0 -0.006
Si -6.797 6.797 8.159 0.005 0.004 0.006
Si -4.095 -6.799 8.163 -0.002 -0.014 0.008
Si -6.774 -4.068 8.169 0.006 0.035 0.007
Si -4.087 -1.348 8.138 -0.006 -0.002 -0.003
Si -2.724 0.004 9.506 0.006 0.001 -0.004
Si -0.014 2.721 9.517 -0.001 0.007 -0.001
Si -2.726 5.433 9.509 0.005 -0.008 0.002
Si -0.007 8.16 9.527 0.01 -0.009 0.004
Si -2.739 -5.44 9.526 -0.009 0.017 0.003
Si -0.016 -2.714 9.524 0.006 0.003 0.001
Si 2.718 0.008 9.523 -0.003 -0.003 -0.003
Si -10.874 2.727 9.534 -0.005 -0.003 0.005
Si 2.711 5.419 9.529 -0.001 0.005 0.007
Si -10.883 8.152 9.526 0.002 0.001 -0.001
Si 2.726 -5.433 9.52 0.006 0 0.002
Si -10.869 -2.718 9.523 -0.009 0 0
Si -8.153 -0.009 9.52 0.007 0.002 0.001
Si -5.441 2.708 9.514 -0.008 0.005 -0.002
Si -8.154 5.439 9.523 -0.005 -0.002 -0.006
Si -5.448 8.16 9.524 -0.008 0.007 0.001
Si -8.148 -5.439 9.517 -0.002 -0.005 0.003
Si -5.432 -2.704 9.524 0.016 -0.023 0.008
Si -1.379 -1.361 10.884 0.001 0.001 0.004
Si 1.346 1.358 10.875 0.005 0.009 -0.002
Si -1.361 4.091 10.881 0.007 -0.005 0.001
Si 1.358 6.798 10.875 0.01 0.003 -0.005
Si -1.374 9.518 10.881 0 0.004 -0.005
Si 1.361 -4.071 10.873 -0.004 -0.007 -0.003
Si 4.087 -1.353 10.879 0 -0.003 0.002
Si -9.51 1.358 10.878 0 -0.002 -0.008
Si -12.236 4.079 10.893 -0.002 -0.003 0
Si -9.508 6.807 10.882 -0.002 -0.013 0
Si -12.244 9.515 10.886 -0.011 0.002 0.005
Si -9.519 -4.093 10.88 0 0.006 -0.001
Si -6.801 -1.363 10.89 -0.011 0.003 -0.004
Si -4.073 1.363 10.878 0.003 -0.012 0
Si -6.8 4.071 10.879 0.002 0.01 0.002
Si -4.091 6.79 10.873 0.003 0.012 -0.005
Si -6.796 9.525 10.89 0.004 -0.008 0.001
Si -4.092 -4.079 10.881 -0.002 0.006 0.003
Si -0.013 -0.003 12.237 -0.009 -0.019 -0.004
Si 2.712 2.712 12.229 -0.013 -0.012 0.001
Si -0.004 5.459 12.243 0.026 0.016 -0.005
Si 2.712 8.148 12.242 -0.021 -0.021 -0.004
Si 0 10.882 12.222 0.017 0.007 0.007
Si 2.726 -2.714 12.237 0.015 0.022 -0.004
Si 5.455 0.003 12.24 0.009 0.013 -0.007
Si -8.159 2.715 12.247 -0.015 -0.012 -0.008
Si -10.866 5.45 12.237 0.002 0.02 0.005
Si -8.151 8.166 12.251 0.014 0.025 -0.005
Si -10.875 10.865 12.25 -0.009 -0.017 0
Si -8.16 -2.74 12.24 -0.002 -0.014 0.005
Si -5.436 0.006 12.235 0.011 0.009 0.003
Si -2.718 2.734 12.241 0.018 0.029 0
Si -5.449 5.434 12.243 -0.024 -0.03 -0.003
Si -2.741 8.154 12.235 -0.007 -0.019 0.004
Si -5.437 -5.435 12.254 0.015 0.034 -0.009
Si -2.742 -2.729 12.242 -0.015 -0.035 -0.01
O -3.002 2.722 -3.453 0.474 -0.384 0.029
O -0.374 -2.083 -4.126 0.553 -0.283 0.266
O -2.694 -0.045 21.764 -0.136 0.019 0.164
O -5.313 5.69 25.431 0.155 -0.018 0.516
O 0.991 0.867 22.237 -0.467 -0.269 -0.015
O -2.315 5.133 21.855 -0.083 -0.034 0.239
O 0.042 -7.979 21.777 0.175 0.337 0.12
O -1.075 -4.713 24.246 0.327 -0.373 0.314
O -2.557 -4.987 21.963 0.174 0.116 0.142
O 4.476 4.322 21.947 0.192 0.269 -0.423
O -1.619 2.323 25.882 -0.031 0.188 -0.018
O 1.226 -4.102 22.224 -0.246 -0.173 -0.311
O -5.3 2.795 21.662 0.702 -0.034 -0.05
O -5.856 -7.88 22.12 0.351 -0.454 0.172
O -10.002 -4.152 21.674 -0.051 -0.259 -0.512
O -9.464 -2.034 25.581 0.303 -0.508 -0.146
O 2.445 -5.988 23.554 0.299 0.16 0.349
O -10.16 -7.632 24.052 -0.361 0.112 0.244
O 0.872 7.052 -1.144 -0.655 -0.053 -0.203
O 0.009 2.856 -0.49 0.01 0.088 -0.293
O 3.628 2.3 -5.767 0.059 0.16 0.492
O -10.743 -7.784 -1.734 0.134 -0.123 0.114
O -1.983 -2.546 25.615 -0.356 -0.276 0.247
O 2.317 5.972 -6.046 -0.071 0.099 0.072
O 1.937 1.201 -1.244 0.49 -0.048 -0.21
O -1.59 4.859 -1.289 -0.066 0.202 -0.11
O -7.491 4.829 -4.065 -0.304 0.409 0.159
O 4.381 -6.87 -6.54 -0.349 -0.139 -0.056
O -7.24 -4.185 -1.503 0.334 -0.034 0.487
O -8.163 0.022 -0.538 0.13 0.133 -0.482
O -1.929 4.435 24.378 0.142 0.293 0.515
O -2.289 2.036 23.319 -0.148 0.288 -0.543
O -7.751 -6.581 -0.86 -0.319 -0.239 -0.069
O -8.691 -5.807 -3.129 -0.271 0.233 -0.224
O 3.856 4.976 -4.042 -0.217 -0.457 -0.179
O 2.676 5.171 23.701 -0.496 -0.281 0.48
O 3.057 8.146 -2.008 -0.026 -0.13 -0.005
O -8.829 1.651 -6.027 0.603 0.128 0.157
O -10.533 5.983 -2.62 -0.026 -0.171 -0.442
O -6.592 -5.274 -6.402 -0.2 0.041 0.141
O -5.093 -8.068 24.649 0.391 0.036 0.413
O -1.529 7.285 -2.533 0.016 -0.109 -0.198
O -5.94 -5.737 23.692 -0.337 0.104 -0.33
O -9.381 4.006 22.848 0.098 0.016 0.18
O 0.61 -7.511 -2.964 0.198 0.382 -0.211
O -5.488 3.278 24.193 0.232 -0.121 0.297
O 2.478 -7.136 25.944 0.093 -0.504 0.168
O 5.121 2.325 23.611 0.013 0.085 0.544
O 3.856 -3.991 22.698 -0.019 0.189 0.464
O -7.095 1.422 23.022 -0.452 0.511 0.164
O 0.812 3.923 -6.864 -0.238 0.186 0.058
O -3.907 -1.388 -5.34 -0.587 0.092 -0.207
O -5.271 -3.219 23.684 0.42 0.259 0.212
O -10.701 2.863 -7.477 0.049 -0.043 -0.364
O -7.559 -3.407 22.367 -0.22 0.239 0.267
O -6.785 -2.703 -5.804 0.289 0.325 -0.007
O -4.59 6.278 -6.296 -0.006 -0.042 0.295
O -7.746 6.521 -6.138 0.358 0.228 0.381
O 2.225 -1.245 -2.165 -0.117 0.038 -0.286
O -10.018 1.729 -1.376 -0.589 -0.098 -0.048
O -8.078 -7.396 -7.154 -0.186 0.353 -0.189
O -7.164 3.975 26.019 -0.658 0.05 -0.021
O -3.697 -4.514 -1.632 0.314 -0.176 -0.396
O 3.539 0.356 22.942 0.393 -0.167 -0.149
O -7.918 -2.585 -3.466 -0.241 0.3 0.137
O -2.585 -0.389 24.336 0.124 -0.194 -0.185
O 2.708 5.563 -0.175 0.274 0.257 -0.341
O -3.596 6.374 23.654 -0.406 0.435 -0.545
O -8.788 -5.416 23.529 0.092 0.238 0.609
O -5.592 3.131 -3.352 0.121 0.235 -0.431
O 5.103 8.025 21.8 -0.215 -0.099 0.186
O -0.986 -1.681 -1.514 0.339 -0.536 -0.193
O -0.475 -2.365 23.43 -0.483 0.43 0.182
O -8.076 2.45 -3 0.19 -0.678 -0.331
O 0.074 2.842 23.764 0.415 0.262 0.359
O -1.641 -6.716 -3.859 0.482 0.187 0.136
O 4.966 6.408 23.968 0.312 -0.405 0.241
O -10.83 0.006 -6.244 0.156 0.297 -0.004
O -9.134 6.657 22.611 0.321 0.245 -0.041
O -3.579 3.931 -5.771 0.172 -0.441 0.175
O 2.278 -4.645 -4.492 -0.303 -0.163 0.359
O -1.914 -7.075 23.368 -0.319 -0.339 0.104
O 1.919 -3.658 -1.123 -0.241 -0.215 -0.167
O 2.137 3.183 22.145 0.318 -0.364 0.112
O -6.392 -1.749 -1.446 0.3 -0.099 -0.435
O -2.317 -0.457 -3.406 -0.237 0.109 0.551
O 2.687 -4.865 -7.062 -0.068 0.114 -0.177
O -8.749 -0.512 23.531 -0.153 -0.04 0.466
O 2.856 -0.186 -6.085 -0.407 -0.268 -0.216
O 3.8 -3.225 -2.851 0.306 0.033 0.024
O 3.935 -5.893 -2.813 0.155 0.079 -0.341
O 1.837 -1.596 22.547 0.423 -0.167 0.42
O -4.449 1.735 -1.447 -0.327 0.273 -0.09
O -0.827 -7.568 -7.448 0.457 -0.341 0.247
O 4.295 4.083 -1.497 -0.014 -0.344 -0.172
O -1.064 3.448 -5.099 0.337 -0.116 0.042
O -3.014 -3.433 -4.009 0.699 0.307 0.122
O -10.738 -2.203 23.33 -0.281 0.027 0.19
O -4.413 -3.731 -6.327 0.285 -0.235 0.018
O -2.704 0.005 -0.462 -0.143 -0.269 -0.165
O -5.534 8.158 -0.552 0.206 -0.231 -0.379
O -1.285 -6.715 -1.309 0 0.178 -0.151
O 0.438 -7.529 24.349 -0.163 0.256 0.629
O 3.395 4.244 -7.572 0.078 0.413 -0.379
O 2.77 7.752 23.813 -0.1 0.075 -0.368
O -2.549 0.774 -5.696 -0.284 0.461 0.231
O -3.414 -7.951 -5.302 0.377 -0.292 0.47
O -5.395 -4.473 26.024 0.011 -0.004 0.078
O -5.479 -3.552 -3.276 0.029 0.237 -0.489
O -4.056 -5.733 -4.044 -0.514 -0.434 0.163
O -0.782 1.81 -7.215 -0.315 -0.056 -0.495
O 3.208 1.465 25.25 -0.412 0.061 -0.156
O -9.352 -3.19 -5.652 0.045 -0.421 -0.26
O 4.429 -2.332 -5.936 -0.474 -0.104 0.272
O -10.024 0.848 -3.845 -0.435 -0.342 0.226
O -9.74 -4.665 -1.054 -0.421 -0.152 -0.475
O -6.428 -1.095 22.437 0.495 0.106 0.105
O -4.603 0.917 23.366 -0.135 -0.645 0.385
O 4.14 7.47 -4.875 -0.182 0.191 0.403
O 5.339 -0.026 24.791 0.028 0.033 0.501
O 3.252 6.298 26.015 -0.281 -0.342 0.061
O -7.018 4.374 -1.526 0.025 0.221 -0.435
O -4.583 0.74 -3.929 -0.638 -0.231 -0.153
O -7.196 5.212 23.646 -0.056 0.272 0.157
O -8.842 4.231 -6.277 -0.337 0.336 -0.122
O -9.058 -6.222 25.947 0.383 0.13 0.166
O 0.843 -3.114 -6.192 0.222 0.314 -0.395
O -7.592 -7.651 24.188 -0.247 -0.254 0.336
O -0.415 -0.713 -6.408 0.561 0.061 -0.043
O -8.486 -0.773 -5.251 0.43 0.213 -0.048
O 0.21 0.186 -2.95 -0.228 0.491 -0.004
O -6.208 4.294 -6.263 -0.039 -0.554 -0.153
O 0.397 -5.683 -6.062 0.108 -0.289 0.484
O 2.717 0.86 -3.691 0.508 -0.003 0.32
O 1.871 6.603 -3.64 -0.284 -0.279 -0.131
O -3.548 -5.194 24.381 0.207 -0.149 0.443
O -3.211 7.213 26.111 0.097 -0.447 0.062
O -10.456 3.422 -3.404 0.221 0.109 -0.278
O -7.255 -7.213 -4.747 0.55 0.071 0.301
O -1.012 6.74 23.546 0.47 -0.216 0.393
O -2.253 -5.756 -6.181 -0.377 0.292 -0.264
O -2.562 5.24 -3.694 -0.039 0.34 -0.354
O 0.575 -3.182 25.682 0.438 0.423 -0.208
O -5.5 -7.61 -6.799 0.02 0.063 -0.299
O -4.126 -1.105 26.342 -0.233 0.045 -0.362
O -8.605 7.791 -2.925 0.227 -0.115 -0.058
O 5.302 -4.462 -7.256 0.381 0.101 -0.399
O 1.059 1.78 -5.416 -0.209 -0.183 0.395
O 4.939 -4.561 -4.724 0.167 -0.421 -0.209
O -3.728 6.372 -1.459 -0.3 -0.005 -0.385
O -10.233 7.379 -6.699 -0.334 -0.534 -0.055
O -1.841 -2.861 -6.221 0.045 -0.54 -0.246
O -10.003 -7.284 -4.765 -0.32 0.341 0.31

Results
total energy: -105604.058 eV
total energy less fixed offsets of O -438.25, Si -107.07 eV per atom: -6.608 eV
